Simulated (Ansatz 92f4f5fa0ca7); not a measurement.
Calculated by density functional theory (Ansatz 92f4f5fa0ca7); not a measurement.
Periodic cell of 218 atoms, Si134O84, from a study of silicon, its oxide and their interface. The atomic structure is a simulated model.
Doubt: the cutoff is far below the 930 eV that the study's wrapper takes by default for these files, so forces and energies are approximate.

Settings
functional: PBE
potential files: Ansatz PAW
basis: plane waves
wave-function cutoff: 580 eV
density cutoff ratio: 5
exchange-correlation grid ratio: 1
k mesh: 1 x 1 x 1, Gamma-centred
self-consistency stop: 5e-08 eV per atom in the density residual
occupations: fixed
spin: none
net charge: 0

Cell vectors (angstrom)
a 10.938 0 0
b 0 10.938 0
c 0 0 31.876

Atoms: element, x, y, z (angstrom)
Si 0.5412 -0.5597 24.6938
Si 5.9196 -0.391 24.4047
Si 2.1066 3.4105 24.3089
Si 7.7338 3.2777 24.4318
Si 0.3387 5.1581 24.4977
Si 6.0017 5.07 24.3487
Si 2.3906 8.719 24.6273
Si 7.8481 8.8678 24.4086
Si 1.3815 1.4677 25.6078
Si 6.8307 1.4281 25.6651
Si 4.0815 4.1601 25.549
Si 9.5464 4.1282 25.738
Si 1.3765 6.8795 25.7497
Si 6.9046 6.917 25.5805
Si 4.1979 9.6412 25.7876
Si 9.5669 9.6248 25.8982
Si 2.7538 0.0922 27.0701
Si 8.1756 0.0952 27.1349
Si -0.0309 2.7116 27.0733
Si 5.3887 2.7453 27.0315
Si 2.7697 5.4883 27.0681
Si 8.2057 5.5421 27.0729
Si -0.0335 8.1621 27.1492
Si 5.4944 8.163 27.077
Si 4.1018 1.3673 28.4577
Si 9.5708 1.3673 28.4577
Si 1.3673 4.1018 28.4577
Si 6.8362 4.1018 28.4577
Si 4.1018 6.8362 28.4577
Si 9.5708 6.8362 28.4577
Si 1.3673 9.5708 28.4577
Si 6.8362 9.5708 28.4577
Si 0 0 29.825
Si 5.469 0 29.825
Si 2.7345 2.7345 29.825
Si 8.2035 2.7345 29.825
Si 0 5.469 29.825
Si 5.469 5.469 29.825
Si 2.7345 8.2035 29.825
Si 8.2035 8.2035 29.825
Si 1.3673 1.3673 31.1922
Si 6.8362 1.3673 31.1922
Si 4.1018 4.1018 31.1922
Si 9.5708 4.1018 31.1922
Si 1.3673 6.8362 31.1922
Si 6.8362 6.8362 31.1922
Si 4.1018 9.5708 31.1922
Si 9.5708 9.5708 31.1922
Si 2.7345 0 0.6835
Si 8.2035 0 0.6835
Si 0 2.7345 0.6835
Si 5.469 2.7345 0.6835
Si 2.7345 5.469 0.6835
Si 8.2035 5.469 0.6835
Si 0 8.2035 0.6835
Si 5.469 8.2035 0.6835
Si 4.1018 1.3673 2.0507
Si 9.5708 1.3673 2.0507
Si 1.3673 4.1018 2.0507
Si 6.8362 4.1018 2.0507
Si 4.1018 6.8362 2.0507
Si 9.5708 6.8362 2.0507
Si 1.3673 9.5708 2.0507
Si 6.8362 9.5708 2.0507
Si 0 0 3.418
Si 5.469 0 3.418
Si 2.7345 2.7345 3.418
Si 8.2035 2.7345 3.418
Si 0 5.469 3.418
Si 5.469 5.469 3.418
Si 2.7345 8.2035 3.418
Si 8.2035 8.2035 3.418
Si 1.3551 1.3392 4.7173
Si 6.8276 1.3429 4.9053
Si 4.1164 4.0824 4.7426
Si 9.5741 4.0587 4.8311
Si 1.3757 6.833 4.8284
Si 6.8843 6.7854 4.6604
Si 4.1145 9.5709 4.8359
Si 9.5689 9.571 4.7419
Si 2.6653 0.0323 6.1664
Si 8.2226 -0.1349 6.2556
Si -0.0411 2.5768 6.1538
Si 5.3915 2.7664 6.2555
Si 2.743 5.391 6.144
Si 8.1586 5.4596 6.1175
Si -0.0254 8.2395 6.1462
Si 5.5587 8.0838 6.0379
Si 3.4434 1.9203 7.3731
Si 10.0688 0.73 7.467
Si 1.6149 3.6855 7.3628
Si 6.3854 4.5918 7.4375
Si 4.6268 6.303 7.2408
Si 9.2148 7.1485 7.3674
Si 0.8967 9.9939 7.4427
Si 7.3023 8.8991 7.4062
O 6.4596 9.2332 8.8027
O 0.7714 4.232 8.728
O 1.1916 9.6076 9.042
O 6.8723 4.4004 9.031
O 9.9522 6.3894 8.6758
O 3.7677 1.3482 8.8802
O 4.2774 6.9141 8.7441
O 9.8312 0.8921 9.1176
O 5.2954 0.0971 22.9295
O 8.1025 2.9955 22.8245
O -0.2645 5.6353 23.0062
O 5.7591 5.4996 22.7494
O 8.6386 8.8311 22.901
O 2.2063 3.203 22.6464
O 2.9147 8.465 23.0615
O 0.1012 -0.738 23.1033
Si -2.2802 -1.2447 17.3762
Si 7.3464 3.6209 10.3854
Si 3.9086 0.8581 10.4051
Si 3.9724 -5.2239 12.4712
Si 5.6014 11.262 21.3398
Si -1.3164 -0.9233 22.3105
Si -1.6145 6.8014 17.2124
Si 4.4573 14.1434 16.972
Si -1.1629 -4.1104 14.2609
Si -8.6613 8.4454 21.565
Si 6.4425 -1.0934 10.3053
Si -10.7943 0.5946 17.6418
Si 14.0393 6.8744 9.8481
Si -5.8551 1.2452 14.8359
Si -6.6392 -3.7909 19.4296
Si -0.2983 2.2536 20.0047
Si -5.2899 -2.8223 12.8152
Si 0.2561 -4.7121 21.5679
Si -0.0378 -7.8992 14.2829
Si 0.3223 5.685 9.367
Si 1.8403 3.8593 21.1863
Si -1.0771 4.8873 11.9847
Si 13.1885 12.6059 15.605
Si 0.5156 5.3374 16.0319
Si 0.4561 -1.7457 13.2604
Si 8.3906 -4.593 19.976
Si 19.6993 0.9054 10.3503
Si 3.4523 6.0237 16.6781
Si 4.4269 13.6232 20.0509
Si 17.633 19.8388 19.5879
Si 4.9347 2.9694 12.3103
Si 0.6163 10.4864 20.3205
Si 3.077 7.8452 14.1872
Si 5.9432 5.0467 21.1879
Si 7.2218 -1.0148 14.5994
Si 1.8871 -1.4366 10.512
Si 8.241 12.7293 21.7316
Si -1.3571 0.6457 13.3073
O 4.2491 -2.2157 13.4384
O 5.4539 8.1464 18.8305
O 5.4474 -8.6044 16.0057
O 8.8362 -4.2007 15.6241
O 5.9187 -0.1256 14.9764
O 3.0471 8.346 10.5404
O -0.2003 3.8381 12.8744
O -3.3957 -1.0878 18.5629
O 6.83 -2.4116 13.8525
O 0.3139 6.2928 14.7223
O -0.8315 9.7939 20.756
O 2.8092 -4.4511 13.3104
O 1.4726 2.4163 14.3741
O 1.9712 -1.0093 20.9888
O 0.5246 12.0372 20.8041
O 7.9421 10.4463 10.5388
O 4.5796 4.8184 16.6313
O 3.4913 -5.241 10.9101
O 0.7988 7.7529 21.6629
O 6.849 12.2516 21.0914
O -7.5348 6.633 18.1825
O 9.0794 2.2616 20.4248
O 5.9863 -1.133 20.7379
O 0.7904 -1.836 11.6577
O -1.0069 6.2412 20.5266
O 5.0223 -5.0241 20.1831
O 3.6067 7.3054 15.6544
O -3.4364 5.1888 20.7117
O -0.0927 2.0385 18.399
O -1.2237 1.9221 14.3112
O 10.9361 -0.2216 13.574
O 5.3211 10.9997 10.5188
O 12.5774 6.6323 9.158
O 8.6773 4.2631 11.0628
O 2.9231 2.6727 16.7118
O 9.5537 12.0938 11.752
O -3.0381 -1.4644 15.9788
O -2.0857 0.5058 22.5327
O 7.6969 7.804 20.2794
O 5.4099 6.5001 12.6727
O -7.4466 0.843 14.9272
O 5.4988 1.9294 13.4169
O 1.7078 5.4869 21.2449
O 2.9217 14.2489 20.119
O 2.6322 -0.0368 10.8742
O 9.1634 5.9328 13.0404
O 5.4038 -7.4188 21.0592
O -2.7265 -0.1474 13.6464
O 3.9076 2.1778 11.3419
O 7.6804 2.0749 9.9968
O 0.3443 3.6067 20.5835
O 2.079 5.2349 16.3436
O 1.1604 0.7333 16.3875
O 6.0895 8.6614 11.3534
O -0.2082 3.9259 15.6477
O 4.396 12.0511 20.5476
O -0.8674 -2.6305 13.6504
O 3.3388 7.8324 20.5251
O -6.0329 2.8741 18.5057
O -0.0052 5.5645 10.9577
O -11.1442 -4.9481 17.3332
O -1.3689 -2.5768 17.6331
O 4.121 -6.7451 13.0205
O 1.7375 8.7796 14.1985
O 9.6064 0.0608 17.2053
O 11.7041 -0.4953 18.6957
O -2.6039 6.133 18.3344
O 6.1496 3.6501 11.4801

Results
free energy: -132958.197 eV
free energy less fixed offsets of O -568.88, Si -635.61 eV per atom: -0.537 eV

Forces (eV/angstrom), in the order of the atoms: element, x, y, z
Si 0.0847 -0.1742 -0.0044
Si 0.0888 0.0264 0.0529
Si -0.0618 0.0546 0.0522
Si -0.0327 0.0839 -0.0284
Si 0.0304 -0.06 -0.0486
Si 0.0195 -0.0371 0.0079
Si -0.0843 0.0967 0.0002
Si 0.0195 0.0551 0.048
Si 0.0414 0.0447 -0.0148
Si -0.0277 -0.0411 0.0248
Si 0.018 0.0147 0.0047
Si -0.0173 0.0286 -0.0239
Si -0.0009 0.005 0.0361
Si 0.0287 -0.0316 -0.0309
Si -0.0518 -0.0062 0.0268
Si -0.0276 -0.0073 -0.063
Si -0.0398 -0.0466 -0.0567
Si -0.029 -0.0074 -0.0693
Si 0.0075 0.0174 -0.0118
Si 0.0409 0.0043 -0.0485
Si 0.0092 -0.0111 -0.0602
Si -0.0232 -0.0256 -0.0324
Si 0.101 0.0892 -0.0901
Si -0.0028 0.024 -0.0196
Si 0.0205 0.3132 0.3351
Si 0.0871 0.2435 0.5293
Si 0.0391 -0.0518 -0.354
Si -0.2467 0.1677 -0.5651
Si 0.1719 -0.0607 0.1231
Si -0.1763 -0.2532 0.7075
Si 0.0909 0.233 -0.3126
Si -0.0193 0.0167 -0.0911
Si -0.0201 0.0117 0.0116
Si -0.0275 -0.0357 -0.0237
Si 0.0558 -0.0063 0.02
Si 0.1351 -0.0006 -0.0131
Si -0.0704 0.0012 -0.0073
Si -0.0258 -0.0073 0.015
Si 0.1049 0.0506 -0.0337
Si 0.1001 0.026 0.0186
Si 0.0002 0.0171 -0.0116
Si -0.0388 -0.0129 -0.0514
Si -0.0282 0.0118 0.0005
Si 0.0021 0.0295 -0.0226
Si -0.0358 -0.0108 -0.0525
Si -0.021 0.0214 -0.0171
Si -0.017 0.0237 -0.0259
Si -0.0105 -0.0285 0
Si 0.0284 -0.0361 0.0155
Si 0.0095 0.0606 0.004
Si -0.0629 -0.0095 0.0155
Si 0.0424 -0.0361 -0.0068
Si 0.0135 0.0428 0.009
Si 0.0759 -0.0082 0.02
Si 0.0671 -0.0594 0.0053
Si -0.0275 0.0073 0.0135
Si -0.0475 0.0302 -0.0161
Si 0.0011 -0.0886 -0.0066
Si 0.0193 0.0084 -0.0094
Si -0.1574 -0.042 -0.0363
Si 0.0251 -0.0249 0.0052
Si -0.0327 0.0834 -0.0353
Si -0.0783 0.0078 -0.0118
Si 0.0323 -0.0344 -0.0075
Si -0.1939 -0.1165 -0.6052
Si 0.0547 0.0899 0.5222
Si 0.0362 -0.1045 -0.361
Si -0.2036 -0.2402 0.5438
Si -0.0082 -0.1019 0.4499
Si -0.1127 -0.2652 -0.6901
Si 0.0523 0.0367 0.3934
Si 0.2814 0.0883 -0.677
Si 0.0053 0.0172 0.0299
Si 0.0087 0.006 0.0195
Si -0.009 -0.0106 0.0371
Si -0.0188 -0.0084 0.0091
Si 0.0143 0.0097 0.0215
Si -0.0019 -0.0163 0.0272
Si -0.0212 -0.0163 0.0378
Si -0.0161 0.0092 0.0516
Si 0.0359 -0.0677 -0.025
Si -0.0647 0.0243 -0.0497
Si -0.0188 0.0306 -0.0355
Si 0.0662 -0.0192 -0.0208
Si -0.082 -0.0031 -0.0526
Si 0.0124 -0.0371 -0.016
Si 0.0168 -0.0543 -0.0322
Si -0.0492 0.1013 -0.0659
Si 0.0013 -0.0053 0.1087
Si 0.0327 -0.0514 0.05
Si 0.0466 -0.0199 0.0521
Si -0.0369 -0.0015 0.0669
Si 0.0344 0.0015 0.193
Si 0.0334 -0.0004 0.0287
Si -0.0049 0.0634 0.045
Si -0.015 0.0094 0.0333
O 0.0023 0.0037 0.0356
O -0.0135 0.0416 0.0003
O 0.0065 -0.0098 0.0094
O 0.0252 -0.0567 0.0583
O 0.0296 -0.0166 0.0111
O -0.0355 0.0601 -0.0582
O -0.0488 -0.0796 -0.0733
O -0.0608 0.0003 0.0456
O -0.0154 -0.0028 -0.0402
O 0.0056 -0.1541 -0.0556
O 0.0238 -0.0006 0.0387
O 0.0119 -0.0183 0.0051
O 0.0401 0.0777 -0.0322
O -0.0047 0.0095 -0.0631
O 0.0014 0.0014 -0.0208
O -0.1704 0.0169 0.0048
Si -0.0168 0.0089 0.0218
Si -0.0239 0.0129 -0.0843
Si -0.0036 0.0083 -0.0418
Si 0.0279 -0.0192 0.0024
Si 0.0035 -0.0112 0.0199
Si 0.0093 0.0753 0.1801
Si -0.0163 -0.0007 0.0154
Si 0.0145 0.001 0.0315
Si -0.0195 -0.0015 -0.0078
Si -0.0135 -0.0447 0.0807
Si -0.0132 0.0008 -0.0324
Si 0.0007 0.0102 0.019
Si 0.0394 -0.0412 -0.0796
Si 0.018 0.0256 -0.016
Si 0.0227 0.0051 0.0191
Si 0.001 0.0192 0.0098
Si -0.0114 -0.0398 -0.0024
Si 0.0295 0.0223 0.0533
Si -0.015 0.0019 -0.0048
Si 0.0137 -0.0249 -0.0733
Si 0.0401 0.0185 0.0925
Si -0.0363 -0.0284 0.0041
Si -0.0178 0.0067 0.0078
Si 0.0031 -0.0019 0.0184
Si -0.0031 0.0128 0.022
Si -0.0016 0.01 0.0145
Si 0.0407 0.0322 -0.0812
Si 0.0038 0.0245 0.0313
Si -0.0025 0.0073 0.017
Si -0.0164 -0.0243 -0.0054
Si -0.0186 0.0234 -0.0011
Si 0.0422 -0.0059 0.0209
Si 0.0134 -0.0188 0.0144
Si -0.0253 0.0077 0.0623
Si 0.0124 -0.003 0.0109
Si -0.0057 0.0325 -0.0521
Si -0.0459 -0.0015 0.168
Si -0.0012 -0.0029 0.0381
O -0.0122 0.0034 -0.008
O -0.0088 -0.013 0.0129
O -0.0015 -0.0031 -0.0077
O 0.0003 0.0006 -0.0019
O -0.0049 -0.0002 -0.0008
O 0.0092 -0.0121 0.0105
O 0.0056 0.0002 -0.0034
O 0.0217 0.003 -0.0086
O 0.0109 0.0176 0.0046
O 0.0172 -0.0003 -0.0074
O -0.0081 0.042 0.0194
O 0.0006 0.0163 -0.0231
O 0.0112 -0.0001 0.0022
O -0.0154 0.0375 -0.0296
O -0.0025 -0.015 -0.0058
O 0.0055 0.0048 -0.0135
O -0.007 -0.0118 -0.0089
O -0.0158 0.0538 -0.0105
O -0.0074 -0.0464 -0.0143
O 0.1542 0.0084 0.0604
O -0.0074 -0.0152 -0.0155
O 0.0112 -0.0188 -0.0105
O 0.0026 -0.0129 -0.0035
O -0.0148 -0.0016 0.0147
O -0.0242 -0.0008 -0.0116
O 0.008 0.0013 0.0104
O -0.0023 -0.0029 0.0041
O 0.0119 0.0283 -0.0114
O 0 -0.0114 -0.0022
O 0.0045 0.0013 -0.007
O 0.0017 -0.0086 -0.0126
O 0.006 -0.0088 0.0029
O 0.0489 -0.0045 0.0625
O 0.0022 0.0127 0.0223
O -0.0024 0.0023 -0.0032
O -0.0122 0.0056 -0.0186
O 0.0003 -0.0072 -0.0092
O 0.0194 -0.0492 -0.1179
O 0.0098 -0.0096 0.0128
O -0.0289 0.0259 -0.0156
O -0.0086 0.0008 -0.0009
O -0.0017 -0.0186 0.008
O 0.0082 -0.0108 -0.0005
O 0.0073 -0.0059 -0.0025
O -0.0102 0 0.0068
O 0.0119 0.0141 0.0051
O -0.0178 -0.0124 -0.0201
O -0.0036 0.0003 -0.0028
O 0.013 -0.003 -0.0028
O -0.0079 0.0244 0.0423
O -0.0219 -0.0145 -0.0151
O -0.0088 -0.0072 0.0014
O 0.0066 -0.0018 -0.0036
O -0.0023 -0.0059 0.0156
O 0.0081 0.008 -0.0023
O -0.0063 0.0082 0.0012
O 0.0088 -0.0151 -0.0099
O 0.0131 -0.0029 -0.0027
O -0.0094 0.0027 -0.0258
O -0.0023 0.0127 0.0148
O 0.0094 -0.0015 0.0012
O 0.0006 0.0047 -0.0044
O -0.009 0.0203 -0.015
O 0.0081 -0.0052 -0.0072
O -0.0071 -0.0053 0.001
O -0.0086 0.0056 -0.0077
O 0.0064 0.0019 -0.0169
O 0.069 -0.0184 -0.062

The program warned: the cutoff lies below the one the program advises for these potential files; the forces do not sum to zero within the program's tolerance; the exchange-correlation potential is rough where the density is thin.
